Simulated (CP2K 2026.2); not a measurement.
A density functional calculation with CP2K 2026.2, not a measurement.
Periodic cell of 504 atoms, Si360O144, from a study of silicon, its oxide and their interface. The atomic structure is a simulated model.
Doubt: the forces sum to 1.38 eV/angstrom along one axis rather than to zero, so they err by at least 0.0027 eV/angstrom per atom on average; the grid cutoff is modest.

Settings: functional PBE; method Gaussian and plane waves; basis set DZVP-MOLOPT-SR-GTH; pseudopotentials GTH-PBE; grid cutoff 350 Ry, relative cutoff 50 Ry; k points Gamma only; occupations fixed; spin none; net charge 0.

Cell vectors (angstrom)
a 16.32 0 0
b 0 16.32 0
c 5.6999 4.976 33.8449

Atoms and the computed forces on them: element, x, y, z (angstrom), force x, y, z (eV/angstrom)
Si 1.557 14.64 0.098 -0.038 0.174 0.711
Si 4.482 1.115 0.237 -0.157 -0.082 0.734
Si 1.201 4.388 0.036 0.071 -0.269 0.739
Si 3.767 7.137 0.067 0.279 -0.213 0.713
Si 1.557 9.365 0.285 -0.176 0.124 0.781
Si 3.75 12.415 0.014 0.218 -0.097 0.785
Si 12.269 20.129 33.787 0.184 -0.19 0.748
Si 14.925 6.551 33.702 0.382 -0.343 0.627
Si 7.005 3.893 0.134 -0.233 0.212 0.666
Si 14.874 12.154 33.835 0.18 -0.218 0.748
Si 6.99 9.449 0.104 -0.248 0.1 0.702
Si 9.65 11.955 0.077 -0.035 0.211 0.743
Si 12.433 14.669 0.109 -0.115 0.187 0.731
Si 20.397 6.562 33.799 0.21 -0.144 0.732
Si 18.165 8.756 33.841 -0.042 0.132 0.751
Si 15.336 6.627 0.023 -0.253 0.049 0.807
Si 11.879 9.76 0.087 0.174 -0.034 0.741
Si 14.699 12.517 0.192 0.081 -0.201 0.821
Si 2.763 16.258 1.335 -0.025 0.031 -0.052
Si 5.548 2.704 1.533 0.001 -0.008 -0.046
Si 2.756 5.475 1.384 -0.006 0.005 -0.037
Si 5.407 8.23 1.352 0.003 -0.002 -0.043
Si 2.733 10.924 1.515 -0.007 0.024 -0.046
Si 5.395 13.584 1.261 -0.015 0.005 -0.053
Si 8.184 16.278 1.246 -0.014 0.006 -0.055
Si 10.867 2.641 1.263 -0.012 0.016 -0.045
Si 8.147 5.527 1.332 -0.001 0.008 -0.047
Si 10.797 8.17 1.387 -0.021 -0.004 -0.07
Si 8.157 10.885 1.497 0.008 -0.021 -0.036
Si 10.858 13.517 1.384 0.012 -0.003 -0.054
Si 13.573 16.337 1.315 -0.006 0.003 -0.036
Si 16.32 2.739 1.249 0.025 -0.016 -0.051
Si 13.627 5.456 1.207 0.022 -0.015 -0.075
Si 16.321 8.147 1.5 -0.003 -0.023 -0.063
Si 13.521 10.874 1.37 0.013 -0.004 -0.065
Si 16.316 13.595 1.488 0.005 -0.016 -0.048
Si 1.366 1.361 2.619 -0.008 -0.011 0.017
Si 4.089 4.081 2.737 -0.016 -0.003 0.005
Si 1.406 6.799 2.811 0.009 0.01 0.038
Si 4.132 9.57 2.802 0.002 -0.002 0.03
Si 1.319 12.224 2.841 0.012 -0.003 0.025
Si 4.092 14.921 2.734 0.033 -0.02 0.027
Si 6.93 1.314 2.776 0.006 -0.04 0.038
Si 9.559 4.105 2.625 -0.005 -0.02 0.018
Si 6.747 6.822 2.712 0.006 0.003 0.007
Si 9.495 9.5 2.825 0.019 0.004 0.037
Si 6.758 12.292 2.708 -0.022 0.005 0.012
Si 9.516 14.948 2.664 -0.006 0.002 0.01
Si 12.195 1.327 2.695 0.015 0.011 0.02
Si 14.964 4.094 2.65 -0.014 0.038 0.023
Si 12.247 6.783 2.622 0.009 -0.005 0.009
Si 14.896 9.522 2.735 0.01 0.027 0.017
Si 12.21 12.209 2.792 -0.006 -0.013 0.038
Si 14.956 15.03 2.737 -0.016 0.01 0.022
Si 16.338 16.371 4.063 0.003 0.014 0.002
Si 2.7 2.706 4.039 -0.013 -0.005 0.01
Si 16.315 5.415 4.082 -0.005 0.001 -0.017
Si 2.754 8.187 4.132 -0.009 -0.002 -0.004
Si 16.268 10.85 4.131 0.013 -0.013 0.005
Si 2.724 13.601 4.129 -0.002 0.005 -0.022
Si 5.474 16.295 4.078 -0.007 0.022 -0.017
Si 8.246 2.744 4.07 0.004 -0.007 -0.008
Si 5.435 5.446 4.092 0.009 0.017 0.001
Si 8.116 8.138 4.119 -0.008 0.005 -0.004
Si 5.472 10.926 4.136 -0.011 -0.008 0.002
Si 8.142 13.63 4.059 0.013 -0.002 -0.009
Si 10.865 16.293 4.065 -0.006 0.005 0.008
Si 13.587 2.729 4.015 0.005 -0.007 -0.01
Si 10.908 5.432 4.022 -0.014 0.001 -0.001
Si 13.558 8.136 4.059 -0.01 -0.005 0.001
Si 10.865 10.862 4.155 0.003 -0.005 0.002
Si 13.597 13.62 4.079 -0.007 -0.013 -0.021
Si 17.681 14.951 16.28 -0.01 -0.004 -0.008
Si 4.124 17.697 16.287 0.018 -0.005 -0.011
Si 17.68 4.106 16.298 0.008 -0.008 -0.009
Si 4.089 6.84 16.321 0.003 0.003 -0.013
Si 17.669 9.504 16.37 -0.009 0.002 0.007
Si 4.08 12.241 16.308 -0.003 -0.007 -0.005
Si 6.773 14.95 16.281 -0.004 -0.003 -0.015
Si 9.53 17.728 16.286 -0.006 0.004 -0.005
Si 6.825 4.093 16.334 -0.002 0.01 -0.003
Si 9.527 6.79 16.34 0.003 -0.001 -0.003
Si 6.816 9.523 16.34 -0.007 0.01 0.005
Si 9.517 12.22 16.329 -0.009 0 -0.008
Si 12.237 14.945 16.302 -0.009 -0.011 -0.001
Si 14.939 17.672 16.277 -0.004 0.002 -0.009
Si 12.226 4.081 16.327 0.012 0 -0.002
Si 14.959 6.793 16.357 0.006 -0.005 -0.003
Si 12.23 9.497 16.352 -0.01 -0.005 -0.005
Si 14.948 12.208 16.305 -0.007 0.009 -0.01
Si 19.119 16.276 17.591 -0.006 -0.012 -0.012
Si 5.443 2.758 17.683 0 -0.011 0.031
Si 19.009 5.512 17.653 -0.011 0.006 -0.011
Si 5.473 8.159 17.705 -0.022 -0.005 0.022
Si 19.055 10.89 17.682 0.021 0.007 0.015
Si 5.432 13.593 17.68 0.01 0.013 0.01
Si 8.122 16.369 17.558 -0.017 0.009 -0.007
Si 10.868 2.743 17.713 -0.021 -0.002 0.018
Si 8.212 5.41 17.722 0 -0.009 -0.01
Si 10.863 8.142 17.725 0.006 -0.006 0.027
Si 8.164 10.879 17.722 0.004 -0.008 0.011
Si 10.905 13.561 17.666 -0.001 0.013 0.024
Si 13.565 16.337 17.65 0.004 -0.012 -0.007
Si 16.319 2.705 17.601 0.007 0.012 0.01
Si 13.581 5.425 17.698 -0.002 -0.003 0.018
Si 16.312 8.13 17.759 0.005 -0.012 -0.004
Si 13.602 10.854 17.697 0.006 0.014 0.014
Si 16.282 13.611 17.621 0.002 0.007 0
Si 17.753 17.651 18.848 -0.012 0.007 -0.029
Si 4.062 4.193 18.977 0.023 -0.004 -0.024
Si 17.684 6.781 19.146 -0.002 0.004 -0.012
Si 4.106 9.527 19.054 -0.004 0.029 -0.024
Si 17.664 12.295 18.968 0.015 0.011 -0.032
Si 4.104 14.963 19.06 0.005 0.006 -0.011
Si 6.815 17.682 19.004 0.014 0 -0.039
Si 9.534 4.056 19.164 -0.01 0.015 -0.005
Si 6.873 6.792 19.05 -0.003 0.005 -0.023
Si 9.534 9.532 19.103 -0.004 0.014 -0.026
Si 6.78 12.248 19.061 0.003 -0.013 -0.016
Si 9.492 15.016 18.847 0.003 -0.014 -0.039
Si 12.224 17.689 19.046 0.024 -0.008 -0.012
Si 14.966 4.027 18.995 -0.013 0.009 -0.04
Si 12.185 6.741 19.093 0.006 -0.028 -0.02
Si 14.903 9.467 19.097 -0.01 -0.007 0.003
Si 12.265 12.202 19.08 -0.007 0.013 -0.002
Si 14.903 14.958 18.978 0.013 0.012 -0.016
Si 16.407 16.3 20.169 0.013 -0.013 0.036
Si 18.996 19.086 20.195 0.008 -0.008 0.041
Si 16.289 5.34 20.431 -0.002 0.006 0.045
Si 19.073 8.188 20.468 0.014 -0.002 0.075
Si 16.315 10.901 20.296 0.013 0.002 0.043
Si 19.01 13.638 20.392 -0.014 -0.023 0.053
Si 5.467 16.351 20.398 0.009 -0.007 0.057
Si 8.159 18.964 20.466 -0.006 -0.014 0.056
Si 5.476 5.471 20.385 -0.011 -0.004 0.037
Si 8.216 8.129 20.463 0.01 -0.013 0.03
Si 5.464 10.878 20.468 -0.008 -0.012 0.033
Si 8.174 13.717 20.24 0.01 0.017 0.056
Si 10.771 16.329 20.285 -0.025 0.005 0.039
Si 13.636 18.992 20.4 0 0 0.045
Si 10.901 5.377 20.585 0.014 0.009 0.046
Si 13.52 8.093 20.476 0.013 -0.007 0.056
Si 10.926 10.844 20.498 0.001 -0.016 0.035
Si 13.562 13.644 20.43 -0.016 0.03 0.043
Si 17.393 14.803 21.669 0.351 0.163 -0.695
Si 4.235 18.008 21.513 0.027 -0.178 -0.703
Si 17.391 3.658 21.664 -0.006 0.121 -0.694
Si 4.452 7.108 21.716 -0.193 -0.049 -0.801
Si 17.863 9.829 21.665 -0.013 -0.224 -0.743
Si 3.772 12.01 21.663 0.191 0.051 -0.791
Si 7.073 15.212 21.693 -0.124 -0.094 -0.766
Si 9.32 17.376 21.814 0.054 0.265 -0.729
Si 6.534 3.815 21.676 0.158 0.11 -0.712
Si 9.71 6.969 21.897 -0.083 -0.194 -0.711
Si 6.691 9.318 21.781 0.099 0.239 -0.719
Si 9.731 12.577 21.529 0.003 -0.147 -0.777
Si 11.858 14.807 21.633 0.288 0.021 -0.717
Si 15.243 17.719 21.538 -0.137 0.026 -0.627
Si 12.554 4.178 21.835 -0.258 -0.08 -0.743
Si 14.679 6.465 21.711 0.118 0.064 -0.772
Si 11.972 9.19 21.901 0.075 0.184 -0.731
Si 15.222 12.476 21.612 -0.285 -0.153 -0.692
Si 8.296 7.416 32.161 0.003 0.09 0.015
Si 15.131 8.959 26.352 -0.054 0.049 -0.085
Si 15.804 20.16 26.403 0.024 0.098 0.018
Si 11.191 5.337 27.908 0.007 0.062 -0.029
Si 10.805 19.092 23.992 0.01 -0.097 -0.049
Si 8.455 4.936 23.913 -0.001 0.147 -0.175
Si 12.659 10.327 24.769 0.028 -0.025 -0.045
Si 6.392 17.839 29.678 -0.127 0.054 0.112
Si 14.953 7.01 30.706 -0.055 -0.085 0.121
Si 19.749 17.609 24.337 0.015 0.044 -0.114
Si 6.155 5.35 32.021 -0.095 -0.127 -0.015
Si 5.799 17.437 25.959 0.114 -0.023 -0.062
Si 17.187 9.14 30.94 -0.022 0.046 0.137
Si 17.479 15.837 24.705 -0.071 -0.064 -0.088
Si 10.451 12.669 31.179 -0.005 0.006 0.041
Si 8.216 8.299 27.491 -0.024 0.115 0.041
Si 5.704 10.058 27.963 -0.205 -0.035 -0.062
Si 6.208 12.924 28.739 0.053 0.077 0.024
Si 9.983 7.327 29.742 0.03 -0.037 0.033
Si 13.938 18.584 31.601 -0.044 -0.038 0.13
Si 20.83 19.226 28.096 -0.03 -0.145 0.115
Si 15.005 17.395 25.752 0.061 -0.107 -0.127
Si 5.588 13.332 23.794 0.067 0.032 -0.21
Si 19.745 9.043 26.342 -0.027 0.031 0.017
Si 5.657 15.88 31.891 -0.036 -0.05 0.162
Si 16.556 7.962 23.736 -0.025 0.075 -0.145
Si 12.824 11.797 29.836 -0.008 0.045 0.043
Si 16.269 13.505 26.506 -0.073 0.154 -0.041
Si 19.371 9.457 29.004 0.04 -0.059 -0.018
Si 17.556 10.78 27.12 0.031 -0.168 -0.187
Si 11.043 18.657 27.141 0.015 -0.025 -0.127
Si 20.748 13.193 31.111 0.103 -0.003 0.118
Si 8.363 5.477 26.891 0.11 -0.121 0.008
Si 17.845 19.13 28.584 0.021 -0.036 0.099
Si 17.238 16.678 30.079 -0.004 0.096 0.061
Si 14.228 6.262 27.812 0.021 0.004 0.03
Si 5.709 14.482 26.482 0.127 -0.048 -0.058
Si 12.463 16.857 29.342 0.002 0.104 0.145
Si 16.811 19.329 31.274 0.002 -0.1 0.087
Si 18.331 4.053 24.593 0.007 -0.179 -0.108
Si 15.72 11.835 30.811 -0.025 0.003 0.228
Si 10.439 12.168 28.274 0.082 0.078 0.113
Si 19.317 6.676 24.353 -0.004 0.106 0.036
Si 14.206 12.757 24.361 -0.044 0.087 -0.143
Si 6.708 4.347 29.258 0.064 -0.002 0.011
Si 8.445 14.274 27.49 -0.141 -0.052 0.021
Si 14.965 15.669 28.352 0.072 -0.107 -0.122
Si 10.869 15.59 31.698 0.072 -0.017 0.152
Si 9.757 10.243 26.002 0.104 0.055 -0.069
Si 18.027 13.884 30.994 -0.129 -0.041 0.135
Si 12.403 8.94 30.987 0.073 0.04 0.134
Si 13.691 15.857 23.658 -0.034 0.02 -0.12
Si 7.901 11.282 23.8 -0.04 -0.128 -0.129
Si 8.311 17.261 27.24 0.009 0.019 -0.104
Si 1.36 14.992 5.439 -0.019 -0.004 0.009
Si 4.086 1.357 5.401 -0.004 0.003 0.003
Si 1.353 4.056 5.432 0.008 -0.002 0.004
Si 4.094 6.803 5.47 -0.003 0.009 0.014
Si 1.348 9.514 5.47 0.005 0.003 0.011
Si 4.08 12.248 5.487 0 0.002 0.006
Si 6.809 14.959 5.464 -0.007 0.005 0.006
Si 9.556 1.365 5.442 0.001 0.009 0.016
Si 6.823 4.074 5.413 0.003 -0.013 0.013
Si 9.527 6.773 5.413 0.002 -0.013 0.009
Si 6.805 9.532 5.479 0.003 0.003 0.016
Si 9.493 12.258 5.444 -0.008 0.004 0.008
Si 12.229 14.957 5.44 -0.006 0.007 0.01
Si 14.953 1.39 5.41 0.007 0 0.002
Si 12.249 4.079 5.407 0.011 -0.002 0.007
Si 14.948 6.792 5.419 0.003 0.01 0.009
Si 12.234 9.491 5.466 0.004 0.003 0.01
Si 14.94 12.255 5.457 -0.012 0 0.008
Si 2.73 16.337 6.795 0.002 0.004 -0.008
Si 5.444 2.721 6.769 0.002 -0.002 -0.001
Si 2.715 5.428 6.791 -0.008 0.005 0.005
Si 5.442 8.168 6.827 0.001 0.002 0.004
Si 2.709 10.882 6.823 -0.003 -0.004 0.003
Si 5.449 13.606 6.829 -0.006 -0.008 0.006
Si 8.17 16.336 6.799 0.003 0.009 0.004
Si 10.909 2.722 6.796 0.005 -0.019 0.007
Si 8.172 5.427 6.79 0.004 -0.003 -0.004
Si 10.865 8.136 6.805 0.001 0.001 0.003
Si 8.164 10.891 6.825 -0.005 0.002 0.001
Si 10.867 13.605 6.804 0.003 -0.002 -0.006
Si 13.603 16.331 6.776 -0.004 0.006 -0.002
Si 16.311 2.719 6.802 -0.012 0 0
Si 13.596 5.436 6.786 -0.002 -0.007 0
Si 16.306 8.142 6.802 0.005 -0.003 0.003
Si 13.592 10.875 6.809 -0.001 -0.004 0
Si 16.319 13.617 6.796 0.01 -0.003 0.001
Si 17.68 1.364 8.159 -0.002 -0.002 -0.004
Si 4.086 4.077 8.145 -0.003 -0.003 -0.011
Si 17.674 6.787 8.156 -0.004 -0.006 0.001
Si 4.072 9.52 8.179 -0.006 -0.007 0
Si 17.672 12.254 8.166 0.006 0.003 0
Si 4.08 14.974 8.165 -0.002 0.003 0.003
Si 6.797 1.368 8.149 0 -0.003 0.001
Si 9.53 4.072 8.153 -0.004 -0.005 -0.005
Si 6.816 6.796 8.158 0.008 0.013 -0.005
Si 9.524 9.517 8.166 -0.005 0.009 -0.003
Si 6.8 12.24 8.185 0.002 -0.002 -0.001
Si 9.52 14.971 8.165 0.001 -0.003 -0.004
Si 12.258 1.362 8.158 0.01 0.012 0.001
Si 14.957 4.085 8.157 0.01 -0.002 0.007
Si 12.238 6.788 8.158 -0.002 -0.004 -0.005
Si 14.959 9.517 8.161 0.003 0.005 -0.003
Si 12.227 12.236 8.16 -0.009 -0.008 0.002
Si 14.954 14.97 8.151 -0.003 0.004 -0.005
Si 16.319 16.321 9.516 0.004 -0.01 -0.002
Si 2.723 2.727 9.515 -0.005 0.001 0.002
Si 16.318 5.438 9.522 0.002 0.003 -0.002
Si 2.711 8.15 9.521 -0.006 0.002 -0.002
Si 16.317 10.88 9.519 0.004 -0.003 0.001
Si 2.72 13.609 9.521 0.003 0.006 -0.002
Si 5.443 16.33 9.521 -0.005 0.005 -0.006
Si 8.161 2.722 9.511 -0.002 -0.002 -0.003
Si 5.443 5.44 9.51 -0.003 -0.002 -0.002
Si 8.163 8.16 9.524 0.004 0.003 0.002
Si 5.437 10.878 9.535 0.003 0.003 0
Si 8.164 13.605 9.529 -0.005 -0.004 -0.004
Si 10.891 16.324 9.516 -0.003 0.007 -0.005
Si 13.607 2.723 9.522 0.005 -0.006 -0.002
Si 10.88 5.434 9.52 -0.003 -0.004 0.001
Si 13.596 8.157 9.517 -0.003 0.003 0
Si 10.881 10.876 9.529 0.006 -0.003 0.003
Si 13.596 13.6 9.511 0.001 0 -0.005
Si 17.674 14.96 10.879 -0.002 -0.001 -0.004
Si 4.081 17.69 10.878 0.001 -0.004 0.001
Si 17.684 4.085 10.882 -0.007 0.002 0.004
Si 4.081 6.797 10.878 -0.001 0.006 0.003
Si 17.676 9.517 10.878 0.005 0 0.001
Si 4.078 12.245 10.882 -0.009 0.002 -0.002
Si 6.8 14.965 10.88 0 0.003 0
Si 9.524 17.682 10.869 -0.004 -0.007 -0.001
Si 6.804 4.086 10.872 0.005 -0.005 -0.004
Si 9.526 6.803 10.879 0 0.007 -0.004
Si 6.799 9.514 10.888 -0.007 -0.001 -0.003
Si 9.52 12.237 10.886 0 0.001 -0.005
Si 12.24 14.956 10.879 -0.002 -0.002 -0.003
Si 14.965 17.683 10.881 0.007 0.007 0
Si 12.241 4.079 10.879 0.003 -0.004 0.001
Si 14.959 6.801 10.878 0.008 -0.007 -0.003
Si 12.242 9.515 10.885 -0.003 0.004 0.002
Si 14.951 12.235 10.875 0.002 0.002 0.003
Si 2.714 16.328 12.229 -0.006 -0.006 -0.003
Si 5.445 2.73 12.235 -0.006 -0.002 0.001
Si 2.723 5.446 12.247 0.002 -0.004 0
Si 5.436 8.158 12.247 -0.002 -0.003 0.006
Si 2.721 10.876 12.234 0.004 0.005 -0.001
Si 5.442 13.601 12.24 0 0 -0.002
Si 8.17 16.321 12.23 0.001 0.005 -0.005
Si 10.877 2.722 12.234 -0.007 -0.002 0.003
Si 8.157 5.453 12.233 0.005 0.002 0.002
Si 10.885 8.155 12.247 0.002 -0.001 0.003
Si 8.164 10.871 12.245 -0.005 0.001 -0.001
Si 10.88 13.596 12.245 -0.003 -0.003 0.004
Si 13.603 16.317 12.234 0.005 -0.002 0.003
Si 16.32 2.729 12.24 0.01 -0.009 0.003
Si 13.597 5.444 12.237 0.001 0.007 0.002
Si 16.317 8.16 12.24 -0.004 0.008 -0.003
Si 13.599 10.874 12.247 0.001 0 0.001
Si 16.318 13.587 12.234 0.003 0.002 -0.003
Si 17.684 17.693 13.595 -0.008 0.005 0.003
Si 4.094 4.092 13.604 0.01 -0.013 0.007
Si 17.68 6.81 13.605 -0.004 0.005 0.004
Si 4.08 9.528 13.605 -0.013 0.015 0
Si 17.672 12.217 13.595 0.008 -0.005 -0.004
Si 4.068 14.962 13.582 -0.004 0.012 0.003
Si 6.817 17.689 13.58 0.003 -0.013 -0.002
Si 9.525 4.101 13.584 -0.008 0.003 -0.001
Si 6.799 6.803 13.608 -0.005 0.007 0.003
Si 9.52 9.505 13.609 0.006 -0.002 -0.001
Si 6.804 12.234 13.597 -0.002 0.002 0.004
Si 9.517 14.959 13.6 -0.009 0 -0.001
Si 12.235 17.676 13.587 0 -0.001 0.005
Si 14.952 4.087 13.598 0.001 0.005 -0.004
Si 12.25 6.803 13.61 0 -0.01 0.002
Si 14.957 9.509 13.609 0.009 -0.004 0.007
Si 12.23 12.225 13.606 -0.002 0.009 0.002
Si 14.961 14.948 13.588 0.009 -0.009 0.002
Si 16.32 16.32 14.934 0.007 0 -0.002
Si 2.73 2.733 14.955 -0.004 0.001 0
Si 16.307 5.455 14.955 0.001 -0.006 0.002
Si 2.714 8.181 14.968 0.013 0.001 0.004
Si 16.324 10.852 14.971 0 0.006 -0.002
Si 2.716 13.584 14.934 -0.007 0.006 -0.004
Si 5.446 16.325 14.915 0.003 0.002 0.003
Si 8.164 2.751 14.935 0.009 0 0.001
Si 5.447 5.451 14.981 0.001 -0.004 -0.005
Si 8.162 8.15 14.978 -0.006 -0.005 0
Si 5.453 10.878 14.967 0.002 -0.002 -0.004
Si 8.164 13.587 14.959 -0.005 0.005 0.001
Si 10.877 16.322 14.954 0.002 -0.001 0.001
Si 13.579 2.726 14.946 -0.002 -0.006 -0.004
Si 10.883 5.447 14.961 -0.006 0.003 -0.001
Si 13.604 8.155 14.986 0.004 0.004 -0.001
Si 10.877 10.857 14.975 0 -0.001 0.002
Si 13.599 13.587 14.948 0.01 -0.006 0
O 9.829 12.124 29.784 -0.373 -0.393 -0.002
O 13.626 5.339 22.297 -0.034 -0.062 0.524
O 12.088 19.666 23.171 0.131 -0.358 0.432
O 5.326 19.1 22.091 0.038 0.06 0.286
O 19.321 18.608 33.52 0.174 0.082 -0.614
O 8.812 12.047 22.736 0.012 -0.026 0.226
O 16.307 18.825 22.155 0.093 -0.147 0.599
O 17.61 15.437 23.147 0.058 0.238 0.176
O 12.147 15.235 32.635 0.14 0.413 -0.063
O 8.83 11.201 25.106 -0.097 0.246 0.39
O 19.877 7.906 25.226 0.468 -0.049 -0.203
O 13.42 15.638 28.841 -0.029 -0.589 0.133
O 12.847 19.496 32.39 -0.095 -0.168 -0.204
O 12.704 9.734 23.254 0.243 -0.141 0.153
O 19.353 8.367 27.784 -0.045 -0.728 0.04
O 18.157 13.986 32.609 0.295 -0.467 -0.099
O 13.831 7.749 33.632 -0.029 0.065 -0.074
O 10.12 17.869 23.16 -0.041 -0.375 0.557
O 14.503 17.467 32.635 -0.124 -0.249 0.034
O 13.79 13.319 33.465 0.029 0.108 -0.403
O 7.221 4.373 23.041 -0.261 0.16 0.261
O 17.129 17.722 31.326 0.098 -0.345 0.342
O 16.666 13.125 30.592 -0.221 0.212 -0.328
O 14.619 7.762 27.321 0.167 0.085 0.367
O 4.323 12.773 22.982 -0.326 0.173 0.444
O 14.779 11.932 23.086 -0.084 -0.65 0.285
O 6.715 15.121 32.82 0.279 -0.098 -0.106
O 19.601 17.484 22.734 -0.425 -0.386 0.055
O 9.672 7.113 32.924 0.373 0.532 -0.26
O 13.701 8.012 30.836 -0.072 0.123 -0.155
O 8.32 18.491 33.393 0.101 0.104 -0.331
O 5.302 4.262 28.461 -0.318 0.594 -0.414
O 17.011 9.298 22.949 -0.081 0.419 0.156
O 9.985 11.725 32.407 -0.163 -0.389 -0.276
O 7.313 14.144 26.313 0.312 0.072 -0.496
O 7.686 8.864 32.524 0.107 0.256 -0.604
O 14.817 19.002 25.827 -0.67 0.246 -0.426
O 6.39 11.516 27.975 0.523 -0.073 -0.174
O 16.442 10.46 30.377 -0.222 -0.011 -0.461
O 7.424 17.516 25.885 0.187 -0.096 -0.401
O 14.685 6.106 29.377 0.189 -0.485 -0.009
O 17.866 17.529 28.85 0.276 -0.514 -0.408
O 7.898 5 25.427 -0.404 -0.11 0.026
O 11.437 20.064 27.839 0.144 -0.049 0.275
O 21.077 16.933 32.686 -0.191 0.331 -0.507
O 15.519 14.277 27.727 0.003 -0.237 0.418
O 12.19 9.408 32.525 -0.317 0.327 -0.145
O 6.438 5.418 30.437 -0.129 0.406 -0.12
O 16.119 9.994 27.139 -0.133 0.236 0.498
O 18.936 16.429 25.091 0.205 -0.123 0.521
O 7.898 4.593 28.18 0.166 -0.49 0.024
O 11.884 17.555 27.989 -0.043 -0.244 -0.065
O 17.096 14.572 25.621 0.032 -0.189 0.229
O 7.218 6.35 32.701 -0.066 -0.079 0.585
O 14.67 16.665 22.654 0.241 -0.068 0.211
O 4.868 9.781 26.58 0.39 0.059 -0.588
O 6.578 12.118 24.139 -0.049 -0.116 0.2
O 10.608 5.882 29.329 0.1 -0.378 0.469
O 19.291 7.673 33.325 0.091 0.138 -0.271
O 15.378 11.634 32.382 0.261 -0.202 -0.029
O 9.501 8.159 28.458 0.269 0.418 -0.282
O 17.352 9.3 32.539 -0.168 0.269 0.016
O 20.997 5.865 32.436 -0.133 -0.047 -0.677
O 21.161 18.11 29.245 -0.462 -0.382 0.402
O 8.627 7.193 30.611 -0.245 0.016 -0.208
O 9.462 18.37 27.339 -0.384 0.508 -0.027
O 14.114 14.323 23.962 0.292 -0.054 -0.171
O 15.142 6.171 32.106 0.198 -0.482 -0.306
O 9.717 3.951 23.964 0.22 0.043 -0.202
O 14.403 12.098 29.899 0.064 0.399 -0.512
O 16.862 4.203 25.243 -0.277 0.348 -0.318
O 10.004 10.849 27.475 -0.288 -0.36 0.505
O 8.187 16.274 22.278 -0.175 0.05 0.221
O 6.489 16.72 30.806 0.277 -0.172 -0.118
O 12.614 6.071 27.635 -0.047 0.283 -0.173
O 16.357 16.991 24.939 0.092 0.551 -0.002
O 19.286 13.032 30.444 -0.091 -0.242 -0.407
O 11.198 9.966 25.345 -0.048 -0.345 0.033
O 6.382 14.466 22.962 0.032 0.14 0.222
O 7.607 6.87 27.122 -0.492 0.066 -0.088
O 18.152 4.2 22.99 0.296 0.457 0.11
O 13.841 9.691 25.684 -0.026 0.104 0.181
O 6.427 20.214 32.665 -0.162 -0.451 -0.401
O 11.299 16.219 30.273 -0.246 -0.094 -0.158
O 11.259 18.69 25.511 0.358 -0.008 -0.065
O 4.989 13.957 25.149 -0.477 0.264 -0.108
O 16.643 19.514 27.609 -0.243 -0.002 -0.034
O 10.811 8.109 22.364 0.018 0.182 0.117
O 17.297 12.365 26.987 0.331 0.401 0.259
O 12.589 10.213 30.027 0.115 -0.331 -0.303
O 11.093 8.145 30.535 -0.086 0.017 0.326
O 8.975 6.329 23.228 -0.117 0.136 0.395
O 12.071 12.589 31.039 0.344 0.156 0.45
O 16.444 15.811 33.421 -0.225 -0.205 -0.393
O 8.275 13.185 33.606 0.122 -0.036 -0.556
O 3.958 6.42 23.093 0.286 -0.342 0.235
O 18.55 10.111 25.985 0.104 0.138 -0.67
O 18.12 15.385 30.414 0.464 0.07 -0.21
O 20.931 9.897 29.176 0.075 0.145 0.717
O 14.975 5.132 26.91 0.163 0.207 -0.245
O 9.955 16.661 32.491 0.124 0.248 -0.39
O 7.254 17.326 28.437 -0.061 -0.022 -0.119
O 18.692 8.942 30.359 0.476 -0.16 0.4
O 20.691 12.417 32.515 -0.275 0.223 -0.375
O 5.621 12.619 30.2 0.091 -0.586 0.251
O 15.12 16.831 27.248 0.285 0.467 0.146
O 16.335 13.607 21.953 0.126 -0.117 0.141
O 12.845 11.952 24.74 -0.528 0.398 0.031
O 13.268 17.922 30.283 -0.025 0.145 -0.108
O 5.033 17.462 24.543 0.426 -0.042 -0.459
O 5.166 13.777 27.832 -0.497 0.175 0.207
O 7.602 13.777 28.809 0.106 -0.02 0.639
O 15.358 7.192 22.992 -0.255 0.234 0.531
O 18.427 10.67 28.484 -0.2 0.428 0.495
O 15.178 12.703 25.632 0.182 -0.518 0.297
O 9.989 5.633 26.842 0.053 0.275 -0.618
O 5.429 16.047 26.687 -0.359 0.132 0.262
O 10.046 14.218 31.439 -0.429 0.141 -0.009
O 15.203 19.501 31.158 -0.219 0.556 -0.441
O 10.828 13.637 22.141 0.008 -0.119 0.586
O 13.714 16.711 25.029 -0.324 -0.054 0.466
O 8.977 15.797 27.382 0.466 -0.037 0.123
O 16.318 7.854 30.513 0.281 -0.143 -0.286
O 15.785 16.122 29.663 -0.274 -0.225 0.459
O 11.202 5 33.387 0.039 0.013 -0.38
O 18.981 10.915 22.179 -0.138 -0.077 0.319
O 5.798 10.466 33.403 0.009 -0.21 -0.209
O 20.995 14.78 31.263 -0.414 0.334 -0.31
O 8.85 8.922 26.147 -0.274 -0.131 -0.468
O 17.836 7 23.811 -0.009 -0.376 -0.292
O 12.068 12.241 28.45 0.465 0.317 -0.636
O 6.97 9.083 28.136 -0.026 -0.203 0.486
O 16.045 8.312 25.203 0.403 -0.363 0.328
O 19.103 18.989 24.885 0.001 -0.052 0.36
O 19.239 5.277 25.154 0.362 -0.022 0.472
O 5.548 8.228 22.205 -0.088 -0.064 0.38
O 7.419 9.872 23.146 0.047 -0.304 0.483
O 17.379 20.099 32.574 -0.019 0.315 -0.158
O 19.266 19.543 27.959 -0.076 0.353 -0.368
O 9.805 13.404 27.436 0.293 0.04 -0.554
O 17.569 19.916 29.976 0.116 0.575 -0.03
O 7.029 19.28 30.042 0.208 0.189 0.372
O 5.152 18.686 26.73 0.141 0.446 -0.213
O 12.251 15.711 22.95 -0.218 0.204 0.171

Results
total energy: -101655.779 eV
total energy less fixed offsets of O -438.35, Si -107.03 eV per atom: -2.579 eV
